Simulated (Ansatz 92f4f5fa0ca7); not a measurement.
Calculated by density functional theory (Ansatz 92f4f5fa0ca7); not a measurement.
Periodic cell of 285 atoms, Si144O109H32, with a vacuum gap, from a study of silicon, its oxide and their interface. The atomic structure is a simulated model.

Settings
functional: r2SCAN
potential files: Ansatz PAW
basis: plane waves
wave-function cutoff: 800 eV
density cutoff ratio: 5
exchange-correlation grid ratio: 1
k mesh: 1 x 1 x 1, shifted by 0.5 0.5 0 of a step
self-consistency stop: 1e-11 eV per atom in the density residual
occupations: fixed
spin: none
net charge: 0
applied field: sawtooth along c, amplitude -0.015 V/angstrom in the program's sign convention, ramp centred at 0.9898 of c and 0.0204 of c wide, no dipole correction

Cell vectors (angstrom)
a	10.88	0	0
b	0	10.88	0
c	0	0	48.9873

Atoms: element, x, y, z (angstrom)
Si	7.6098	5.8657	34.5635
Si	-0.0888	3.7353	22.9145
Si	4.4791	2.7966	36.9576
Si	1.8671	3.4724	27.5759
Si	5.3745	8.7393	31.6284
Si	0.2284	6.7844	32.5501
Si	-0.185	13.1669	34.6296
Si	4.9999	4.3225	34.2676
Si	5.2093	9.0724	36.6586
Si	6.8754	10.7925	36.8916
Si	8.6607	10.6828	20.6065
Si	8.0131	6.2174	36.8296
Si	-1.2757	8.0204	36.6874
Si	2.8176	11.9551	36.8063
Si	10.8637	14.3806	36.6895
Si	1.6022	5.3514	36.7201
Si	3.5426	10.0454	37.9973
Si	6.1082	12.5834	38.189
Si	3.3432	4.4849	38.0824
Si	6.1889	7.2693	37.9071
Si	8.7709	9.8412	37.9506
Si	11.8107	12.7153	38.0273
Si	9.0401	15.3286	37.95
Si	0.5961	7.1413	37.8848
Si	2.0467	8.5872	39.1551
Si	4.7719	11.2784	39.572
Si	2.1165	3.1361	39.5511
Si	4.8106	5.8906	39.2513
Si	7.4735	8.5565	39.4284
Si	10.2801	11.2641	39.1781
Si	7.6003	14.0055	39.2908
Si	10.2505	5.8329	39.4208
Si	3.4289	7.2571	40.5826
Si	6.1719	9.9163	40.8076
Si	3.4491	1.7735	40.8851
Si	6.1899	4.5057	40.63
Si	8.8591	7.1913	40.7477
Si	0.7217	9.9144	40.6129
Si	8.9553	12.6276	40.6118
Si	0.7308	15.3983	40.7906
Si	4.7576	8.5512	42.0476
Si	7.5877	11.3158	42.0212
Si	4.8736	3.1694	42.095
Si	7.4988	5.8293	42.0833
Si	-0.6203	8.5759	42.0417
Si	2.041	11.2449	42.0988
Si	-0.6361	13.9833	42.0461
Si	2.1317	5.9033	42.0244
Si	2.7068	6.7621	6.9597
Si	5.5154	9.5223	6.9291
Si	2.7251	1.4031	6.9169
Si	5.3757	4.0738	6.9288
Si	8.1643	6.8282	6.9123
Si	-0.0345	9.514	6.9485
Si	8.1622	1.3203	6.9276
Si	0.0309	4.0814	6.9171
Si	1.3617	5.4053	8.3287
Si	4.1296	8.1425	8.2489
Si	1.3535	0.022	8.2556
Si	4.0233	2.7484	8.3143
Si	6.763	5.4693	8.2275
Si	9.4818	8.1832	8.3078
Si	6.8449	10.8585	8.3245
Si	9.5689	2.6738	8.2507
Si	2.673	4.049	9.7626
Si	5.4487	6.7971	9.6861
Si	2.7502	9.5262	9.5303
Si	5.4291	1.371	9.5504
Si	8.1713	4.0881	9.4755
Si	-0.025	6.8038	9.5819
Si	8.1923	9.5343	9.7536
Si	0.0276	1.3436	9.7131
Si	4.0644	5.4382	11.0626
Si	6.8186	8.154	11.0843
Si	4.0753	10.9044	10.8778
Si	6.8127	2.7577	10.7959
Si	-1.3845	5.406	10.8696
Si	1.3685	8.1724	10.8462
Si	9.5822	10.8818	11.147
Si	1.327	2.6753	11.1902
Si	2.5992	6.8143	12.2983
Si	5.3846	9.5863	12.2974
Si	2.8079	1.2502	12.4449
Si	5.5135	4.0283	12.2742
Si	-2.6474	6.7227	12.3441
Si	0.1745	9.4531	12.4048
Si	8.0942	1.4903	12.2729
Si	-0.1722	4.1017	12.4022
Si	0.8768	5.8319	13.6278
Si	3.6709	8.5115	13.4869
Si	1.9624	-0.5662	13.7449
Si	4.3222	8.0352	18.0054
Si	7.1069	5.1029	13.6273
Si	-0.7467	7.5563	13.4512
Si	6.3584	11.3844	13.4649
Si	-2.0352	3.2522	13.6587
Si	5.6609	6.4687	29.7416
Si	3.3629	4.4553	30.0731
Si	-0.9527	8.0728	15.6589
Si	-0.5677	1.6158	20.5729
Si	1.4249	9.0289	17.5039
Si	4.0638	8.8833	34.5221
Si	6.61	13.6751	26.2099
Si	4.5523	1.9847	18.8249
Si	4.1206	9.857	22.1981
Si	4.5676	7.1939	20.6871
Si	6.9601	5.9269	21.7072
Si	8.1234	11.3504	34.1838
Si	0.1108	7.8547	24.9909
Si	9.315	13.4302	25.3062
Si	-0.9669	6.0446	17.7169
Si	1.3117	0.5516	15.7536
Si	-0.2353	5.8697	27.4874
Si	9.1823	8.3594	34.3664
Si	-0.9674	6.6906	22.3558
Si	4.446	5.7526	23.171
Si	7.5209	9.7191	15.7674
Si	2.9157	3.0787	22.9781
Si	-0.3509	8.1949	19.8671
Si	5.7055	7.2127	15.4657
Si	6.302	10.4375	18.4873
Si	4.1573	13.3012	32.2604
Si	2.5175	11.6617	34.5059
Si	8.5353	13.4174	30.2411
Si	4.1438	10.0015	26.6891
Si	7.756	4.8418	28.2268
Si	2.4644	1.0608	20.7591
Si	6.7745	2.9584	20.6407
Si	3.3557	3.0006	16.2294
Si	-1.0335	2.5016	15.6317
Si	6.5129	11.5403	31.5155
Si	1.3566	6.8986	29.8703
Si	4.6638	2.2485	13.5524
Si	3.7112	8.6033	29.2369
Si	6.9094	10.8481	25.8361
Si	8.9935	3.1273	18.4119
Si	9.5707	4.2089	32.7292
Si	6.832	0.5138	22.6753
Si	3.1666	8.066	24.614
Si	9.7824	10.5783	25.9246
Si	-0.4755	12.5823	27.9823
Si	2.4601	6.0819	34.6525
Si	1.0631	4.9321	15.8676
Si	3.6572	12.9165	25.5569
O	3.048	3.8442	28.6102
O	6.4129	9.9396	31.279
O	3.0234	10.1259	34.2125
O	7.0475	11.3694	35.3703
O	0.9375	8.7337	19.0294
O	4.3376	7.6513	14.7234
O	9.6975	11.8838	24.9359
O	7.1474	4.4109	21.211
O	8.9147	2.3742	16.9736
O	5.5741	0.949	18.1281
O	6.7942	8.3848	15.2081
O	3.9497	9.8848	28.2882
O	9.2621	12.4254	34.5412
O	1.4879	3.761	23.2106
O	6.0613	5.9099	23.0682
O	7.2748	9.9738	17.3163
O	6.0462	5.5445	34.2993
O	7.7324	2.7386	19.3458
O	6.1161	6.7279	20.5828
O	0.5587	5.7264	17.2142
O	5.144	3.359	35.5547
O	1.367	6.1292	33.4729
O	3.6035	11.4551	26.2359
O	6.8844	12.1713	26.8044
O	8.7592	9.8772	34.0113
O	7.2474	10.7042	19.7707
O	3.2342	12.65	33.422
O	3.7453	9.1821	23.6055
O	4.4873	2.8213	15.0925
O	2.8456	10.6581	21.649
O	6.8342	11.3634	24.2937
O	5.2259	3.4311	32.9445
O	8.0982	10.5085	22.1451
O	-1.402	9.3992	20.0657
O	-0.5129	11.084	27.3575
O	-0.6122	2.5909	19.2576
O	3.5256	4.9586	34.189
O	4.7403	7.4219	28.8068
O	6.3432	5.8111	14.9398
O	3.2419	12.7496	24.0048
O	-0.4784	7.9478	33.4007
O	-0.058	6.9658	26.3216
O	10.0008	7.3023	23.8444
O	-0.1012	3.4233	33.4706
O	3.3062	1.1139	19.3848
O	9.6524	13.5543	26.8987
O	8.0965	3.8187	29.4023
O	5.024	8.7148	33.2104
O	9.7205	12.6631	29.4365
O	2.2549	5.6143	30.3062
O	1.6046	7.7642	24.3946
O	2.5663	13.9066	26.2008
O	5.6867	9.881	26.2204
O	5.0034	12.124	31.5492
O	3.8918	7.0806	19.237
O	6.9803	6.0904	28.9015
O	8.4645	4.6832	33.8261
O	9.1868	6.8686	16.5062
O	-0.0599	7.589	21.343
O	7.946	7.3512	33.9585
O	-0.9881	6.986	19.0157
O	4.0332	3.0037	17.6917
O	0.8514	4.6878	27.258
O	7.7655	13.8563	25.0805
O	2.3134	1.791	16.0306
O	-0.4717	5.162	22.2905
O	5.2789	2.7948	20.0355
O	8.9822	3.1466	31.6689
O	7.3171	11.7991	32.8812
O	9.1108	9.4783	15.6779
O	0.9185	11.9904	34.3357
O	3.2873	3.2717	31.1815
O	10.1417	5.5694	32.059
O	6.9889	0.1121	14.9432
O	4.0514	4.1949	23.2449
O	0.0724	3.6544	15.8913
O	0.1081	6.5012	28.9344
O	3.9377	6.6479	24.42
O	6.9938	1.9494	21.9043
O	-0.5837	2.552	21.9198
O	5.1043	13.6347	25.6481
O	-0.1861	9.4106	25.3223
O	9.0993	5.3823	27.5004
O	3.1707	7.5428	34.7523
O	3.3588	8.7233	26.0778
O	6.7636	4.0388	27.2228
O	9.0952	4.7123	18.112
O	2.857	2.4393	21.5085
O	7.3457	12.3327	30.3826
O	-0.1863	1.1218	15.4418
O	4.5341	8.7138	21.1709
O	0.4849	8.316	16.3894
O	4.0038	8.9917	30.7841
O	5.1629	9.2925	18.5958
O	5.277	7.1672	17.0233
O	10.1349	3.5544	24.3757
O	8.2695	10.0213	26.0933
O	5.9936	7.3216	31.0989
O	2.5909	4.4215	16.0615
O	3.7879	6.2944	21.7814
O	2.9556	8.5396	17.2989
O	8.3535	6.6882	21.9251
O	4.8447	5.1125	30.1128
O	0.8069	7.52	31.2462
O	1.3209	10.6037	17.1573
O	1.0411	13.0941	28.1655
O	5.3717	10.8559	22.2775
O	2.2117	8.0302	29.099
O	0.8861	0.9062	20.4954
H	5.5809	7.731	42.9801
H	3.9434	9.3805	42.9801
H	6.7655	12.1372	42.9537
H	8.395	10.4798	42.9537
H	5.6892	2.3414	43.0275
H	4.037	3.9762	43.0275
H	8.3262	5.0131	43.0158
H	6.6728	6.6469	43.0158
H	-1.4357	9.404	42.9742
H	0.2078	7.7604	42.9742
H	2.8769	10.4374	43.0313
H	1.2367	12.0839	43.0313
H	0.1847	13.1605	42.9785
H	-1.458	14.805	42.9785
H	1.2922	6.707	42.9568
H	2.9405	5.0686	42.9568
H	1.871	7.5696	6.0273
H	3.521	5.9328	6.0273
H	6.3377	8.701	5.9966
H	4.6999	10.3503	5.9966
H	1.9163	2.2378	5.9845
H	3.5616	0.5964	5.9845
H	6.2018	3.2562	5.9963
H	4.5524	4.894	5.9963
H	8.9797	6	5.9799
H	7.357	7.6643	5.9799
H	0.7698	8.675	6.0161
H	-0.8553	10.3368	6.0161
H	8.9841	0.4987	5.9951
H	7.3349	2.1366	5.9951
H	-0.7972	4.8969	5.9847
H	0.8704	3.2777	5.9847

Results
free energy: -154784.331 eV
free energy less fixed offsets of H -15.71, O -570.45, Si -639.56 eV per atom: -5.921 eV

Forces (eV/angstrom), in the order of the atoms: element, x, y, z
Si	-0.0083	-0.0181	-0.023
Si	0.0037	0.0037	-0.0586
Si	0.0085	0.0015	-0.0135
Si	-0.0072	-0.0086	-0.051
Si	-0.0047	-0.0031	-0.061
Si	0.0018	-0.0014	-0.0579
Si	-0.013	0.0097	-0.0318
Si	0.005	-0.0124	-0.0453
Si	-0.0103	-0.0058	-0.0058
Si	0.0116	0.0071	-0.022
Si	-0.0037	-0.0109	-0.038
Si	-0.0067	0.0063	-0.0058
Si	0.0052	0.0044	-0.0057
Si	0.0016	-0.0062	-0.0001
Si	-0.01	-0.0109	-0.0072
Si	0.0084	0.0038	-0.0124
Si	0.044	0.0282	0.017
Si	-0.036	-0.0354	0.0136
Si	-0.0412	-0.0397	0.0139
Si	0.038	0.037	0.0128
Si	-0.0376	-0.0276	0.0103
Si	0.0318	0.0413	0.0211
Si	0.0261	0.0256	0.0057
Si	-0.0332	-0.038	0.0073
Si	0.0101	0.002	0.0477
Si	-0.004	0.0167	-0.0033
Si	0.013	-0.0135	-0.0004
Si	-0.0023	-0.0068	0.0483
Si	0.0067	-0.0046	0.0052
Si	0.0129	0.004	0.0344
Si	-0.016	-0.0038	0.0377
Si	-0.0037	0.0044	0.0034
Si	0.002	0.0008	0.1831
Si	0.0226	-0.0203	0.1409
Si	-0.0138	0.0089	0.165
Si	-0.0024	0.0037	0.2023
Si	0.0186	0.0052	0.1498
Si	-0.0203	-0.0039	0.2058
Si	-0.0026	0.0043	0.1881
Si	-0.005	-0.0044	0.1478
Si	0.0959	0.1219	0.4136
Si	-0.0225	-0.185	0.4192
Si	-0.1349	-0.1374	0.3383
Si	0.0786	0.1006	0.2243
Si	-0.0762	-0.0635	0.0988
Si	0.0588	0.1332	0.2697
Si	0.1256	0.0972	0.4047
Si	-0.1437	-0.0453	0.3871
Si	0.2113	0.0463	-0.2923
Si	-0.1522	-0.1937	-0.3057
Si	-0.2112	-0.1372	-0.3422
Si	0.0919	0.2374	-0.3328
Si	-0.253	0.0283	-0.3472
Si	0.079	0.1671	-0.3667
Si	0.2452	0.0706	-0.3125
Si	0.0037	-0.2131	-0.2838
Si	0.0016	0.0028	-0.2037
Si	-0.0018	0.0066	-0.1409
Si	-0.0031	0.0089	-0.1499
Si	0.0046	0.0082	-0.2264
Si	0.0131	-0.0096	-0.1522
Si	0.0173	-0.0124	-0.2114
Si	-0.0114	0.0025	-0.2246
Si	-0.0115	0.0091	-0.1418
Si	-0.0024	0.0029	-0.0278
Si	0.0039	0.0042	-0.0224
Si	-0.0097	-0.015	-0.008
Si	0.0131	0.0114	-0.023
Si	0.0119	0.0044	-0.0074
Si	-0.0127	-0.01	-0.01
Si	0.003	-0.0015	-0.0304
Si	0.0004	0.0003	-0.0318
Si	0.0181	0.0111	-0.0175
Si	-0.009	-0.0209	-0.0183
Si	-0.0222	-0.0196	-0.0062
Si	0.021	0.0239	-0.0007
Si	-0.0238	-0.0165	0.0043
Si	0.0266	0.0194	0.0089
Si	0.0023	0.0193	-0.0169
Si	-0.0194	-0.0115	-0.0146
Si	-0.0235	0.0057	0.0091
Si	0.0087	0.0155	0.0139
Si	0.023	0.0052	0.0178
Si	-0.0051	-0.0173	0.0203
Si	0.0175	0.0019	0.0147
Si	-0.0084	-0.0217	0.0087
Si	-0.0214	-0.0032	0.0194
Si	0.0011	0.0269	0.0101
Si	0.0033	0.0012	-0.0039
Si	0.0077	-0.014	-0.0196
Si	-0.0088	0.0045	-0.0213
Si	0.0035	-0.0021	-0.0551
Si	-0.0047	0.005	-0.0226
Si	-0.0073	0.0128	0.0051
Si	-0.001	0.0003	-0.02
Si	0.0076	-0.0138	-0.0149
Si	0.0092	-0.0062	-0.047
Si	-0.0016	0.0153	-0.0625
Si	-0.0048	0.002	-0.0517
Si	-0.0072	-0.0059	-0.0461
Si	-0.0087	-0.0057	-0.0523
Si	0.0057	-0.0071	-0.0455
Si	-0.0052	-0.0152	-0.0429
Si	-0.0008	0.0044	-0.0578
Si	0.0019	-0.0007	-0.0553
Si	0.0012	0.0077	-0.0559
Si	-0.0025	-0.0009	-0.0435
Si	-0.0159	0.0103	-0.0431
Si	0.0032	-0.0021	-0.0551
Si	0.0019	0.0051	-0.0561
Si	0.015	-0.0002	-0.0565
Si	-0.0028	0.007	-0.0378
Si	0.0013	0.0074	-0.059
Si	0.0215	0.015	-0.0316
Si	-0.0001	0.0044	-0.0618
Si	0.0086	0.0044	-0.0436
Si	0.012	0.0072	-0.0506
Si	-0.0023	-0.0023	-0.048
Si	0.0154	-0.0003	-0.062
Si	0.0037	-0.0073	-0.0451
Si	-0.0047	-0.01	-0.055
Si	0.0013	-0.0005	-0.06
Si	-0.0016	0.0022	-0.0466
Si	0.0117	-0.0006	-0.0663
Si	0.0038	0.0034	-0.0698
Si	-0.0031	-0.0004	-0.0536
Si	0.0014	-0.0078	-0.0524
Si	-0.0073	-0.009	-0.0542
Si	-0.0052	0.0068	-0.0564
Si	0.0043	-0.0002	-0.0434
Si	0.0058	0.0103	-0.0488
Si	-0.006	0.0011	-0.0575
Si	-0.0049	-0.0032	-0.0232
Si	-0.0036	0.0084	-0.0606
Si	0.0052	-0.0033	-0.0527
Si	0.0029	0.0007	-0.061
Si	-0.0109	-0.0049	-0.0556
Si	0.0054	-0.0022	-0.0914
Si	0.0059	-0.002	-0.0491
Si	-0.0077	-0.0109	-0.0425
Si	0.0004	-0.0108	-0.0624
Si	-0.0082	-0.0027	-0.0383
Si	-0.0018	0.0046	-0.0433
Si	0.0071	-0.0048	-0.0538
O	0.0158	0.0119	0.0357
O	-0.0013	0.0054	0.0183
O	-0.0013	0.0026	0.0196
O	-0.0002	-0.0086	0.0221
O	-0.0121	-0.005	0.0344
O	0.0085	-0.0058	0.0209
O	-0.0002	-0.0016	0.0274
O	0.0041	0.0079	0.0196
O	-0.0063	0.0055	0.0433
O	-0.0023	0.004	0.0201
O	0.0009	0.005	0.0123
O	-0.0034	-0.0131	0.0412
O	0.0027	0.0006	0.0185
O	0.0033	-0.0011	0.0141
O	-0.0089	-0.0044	0.0316
O	-0.0098	0.0027	0.0408
O	0.0081	-0.0009	0.0146
O	-0.0127	-0.0033	0.0308
O	-0.0018	-0.0107	0.0125
O	-0.0143	0.0009	0.0315
O	-0.0014	-0.0071	0.0258
O	0.0043	0.0034	0.0287
O	0.004	-0.0092	0.0222
O	0.0031	0.0041	0.02
O	0.0067	-0.0066	0.0163
O	0.0147	0.0043	0.0278
O	-0.0093	-0.0178	0.0391
O	-0.0098	-0.0142	0.0391
O	-0.0153	0.0039	0.0413
O	0.0085	-0.0071	0.0156
O	-0.002	-0.0035	0.041
O	0.0015	0.0102	0.0266
O	-0.0131	0.0025	0.0252
O	-0.0025	0.0087	0.0203
O	0.0059	0.0118	0.0269
O	0.0043	-0.0135	0.031
O	-0.002	0.0072	0.0154
O	0.0031	-0.0047	0.0227
O	-0.0099	0.0109	0.021
O	0.0091	-0.0008	0.0388
O	-0.0064	0.008	0.0279
O	-0.0081	-0.0146	0.0358
O	0.0132	0.0127	0.0385
O	0.0111	-0.01	0.0303
O	-0.0086	-0.0011	0.0306
O	0.0049	-0.0064	0.0349
O	-0.0022	-0.0126	0.0301
O	-0.0149	-0.0034	0.048
O	-0.0219	0.0105	0.0398
O	0.0045	0.0009	0.0236
O	-0.0067	0.0007	0.0139
O	-0.0145	0.0076	0.0326
O	-0.0052	-0.0047	0.0145
O	-0.0071	0.0112	0.0191
O	-0.0005	-0.0025	0.0402
O	-0.0102	0.0084	0.0257
O	-0.01	0.0116	0.0223
O	-0.0025	-0.0115	0.0376
O	-0.0054	-0.0072	0.0409
O	0.0113	-0.0028	0.0261
O	0.0011	0.0154	0.0348
O	0.0114	-0.0074	0.0434
O	0.0017	0.0046	0.0142
O	-0.0038	-0.0013	0.0154
O	0.0007	-0.0009	0.0205
O	0.0018	-0.0064	0.0167
O	0.008	0.0043	0.0229
O	0.0099	0.017	0.0403
O	0.0222	-0.0047	0.0405
O	-0.0041	-0.0018	0.0163
O	-0.0017	-0.0008	0.0124
O	0.0083	-0.0168	0.0339
O	-0.0021	0.0001	0.0212
O	0.0066	-0.0131	0.0273
O	-0.0017	-0.0039	0.0204
O	0.002	-0.0066	0.0187
O	0.0117	0.0114	0.0389
O	-0.0078	0.0112	0.0257
O	0.0024	-0.016	0.0361
O	0.0069	0.0168	0.0361
O	0.0037	0.0024	0.0102
O	0.0045	0.0104	0.0151
O	-0.005	-0.0003	0.0249
O	0.0015	0.0024	0.0186
O	0.0051	0.0113	0.0357
O	0.0063	0.0179	0.0371
O	-0.0041	-0.0111	0.0184
O	-0.0011	0.0131	0.0361
O	-0.0159	-0.0132	0.0326
O	0.0017	0.0002	0.0156
O	0.0054	0.009	0.0214
O	0.0138	0.0137	0.0302
O	0.011	0.0022	0.0377
O	-0.0045	0.0006	0.0165
O	-0.0114	0.0075	0.0345
O	-0.0065	-0.0105	0.0438
O	0.0025	0.0046	0.017
O	0.0014	0.014	0.0283
O	0.0071	-0.0075	0.0151
O	0.0004	-0.0092	0.0321
O	0.0054	-0.0063	0.0178
O	0.0067	0.0025	0.0175
O	-0.0036	-0.0009	0.02
O	-0.0094	-0.0006	0.0429
O	0.0006	-0.0147	0.0275
O	0.0009	0.0027	0.0157
O	-0.0011	0.0018	0.0276
O	0.0013	-0.0067	0.0202
O	0.0073	-0.0049	0.0126
H	-0.4455	0.1123	-0.2676
H	0.2745	-0.3953	-0.2608
H	0.3863	-0.1807	-0.2937
H	-0.2332	0.429	-0.2187
H	-0.164	0.4302	-0.231
H	0.4069	-0.1328	-0.2359
H	-0.3388	0.2124	-0.2692
H	0.2381	-0.3272	-0.2684
H	0.3565	-0.2692	-0.2677
H	-0.2672	0.3297	-0.2803
H	-0.4511	0.1847	-0.2545
H	0.1383	-0.4885	-0.2372
H	-0.3337	0.3193	-0.2586
H	0.1335	-0.4147	-0.2747
H	0.4435	-0.1977	-0.2238
H	-0.1388	0.386	-0.2952
H	0.2346	-0.2481	0.3073
H	-0.3887	0.3661	0.2304
H	-0.3622	0.4161	0.2386
H	0.2292	-0.17	0.3084
H	0.3491	-0.387	0.2283
H	-0.198	0.2087	0.3026
H	-0.2574	0.1567	0.3102
H	0.3648	-0.4019	0.203
H	-0.204	0.2746	0.3256
H	0.4096	-0.3868	0.196
H	-0.2427	0.2576	0.2808
H	0.355	-0.3743	0.2322
H	-0.409	0.3339	0.2089
H	0.2092	-0.2047	0.3185
H	0.2455	-0.2468	0.3192
H	-0.3402	0.3932	0.2278

The program warned: the cutoff lies below the one the program advises for these potential files; the forces do not sum to zero within the program's tolerance; empty levels may hold ghost states of the PAW files; the exchange-correlation potential is rough where the density is thin.
